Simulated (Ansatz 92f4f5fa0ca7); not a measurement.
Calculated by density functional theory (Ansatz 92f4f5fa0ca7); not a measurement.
Periodic cell of 260 atoms, Si144O116, from a study of silicon, its oxide and their interface. The atomic structure is a simulated model.
This geometry differs little from another in the collection (a relaxation step or a small displacement).

Settings
functional: r2SCAN
potential files: Ansatz PAW
basis: plane waves
wave-function cutoff: 800 eV
density cutoff ratio: 5
exchange-correlation grid ratio: 1
k mesh: 1 x 1 x 1, shifted by 0.5 0.5 0 of a step
self-consistency stop: 1e-10 eV per atom in the density residual
occupations: fixed
spin: none
net charge: 0

Cell vectors (angstrom)
a  10.88  0  0
b  0  10.88  0
c  4.8061  -2.0015  37.6799

Atoms and the computed forces on them: element, x, y, z (angstrom), force x, y, z (eV/angstrom)
Si  13.1531  14.2041  21.9633  0.0011  -0.0021  0.0065
Si  14.1339  12.4876  -2.4325  0.001  -0.0009  -0.0071
Si  11.0316  4.5324  -1.9394  0.0015  -0.0012  -0.0079
Si  6.9554  12.6322  20.3169  -0.0067  0.0043  -0.0012
Si  16.2429  10.3254  -2.6107  0.0013  0.001  -0.0083
Si  10.9997  9.0407  -1.8569  -0.0031  0.0004  -0.0095
Si  5.5867  14.6656  -2.1214  -0.0006  -0.0017  -0.0096
Si  7.6652  12.4865  -2.0377  -0.0024  -0.0011  -0.0095
Si  11.382  9.9928  0.2289  0.0009  0.0029  0.0041
Si  12.996  11.7514  0.261  -0.0001  0.0027  -0.0068
Si  10.4146  3.5264  0.1153  -0.0003  -0.0015  0.0017
Si  14.0831  7.3149  0.2158  0.0003  0.0001  0.0041
Si  4.9534  8.9403  0.0707  0.0034  0.001  -0.008
Si  8.6152  12.7567  0.1047  0.0015  0.0009  0.0028
Si  16.8266  15.4731  0.0781  0.0019  0.0017  0.0015
Si  7.7133  6.2316  0.2472  -0.0027  -0.0016  0.0021
Si  9.5535  10.9576  1.3463  0.0009  0.001  0.0022
Si  12.1034  13.5104  1.4921  -0.0007  -0.0004  0.0014
Si  9.4791  5.2703  1.448  0.0002  -0.0025  0.0024
Si  12.319  8.2321  1.4705  0.0006  0.0011  0.0015
Si  14.9174  10.7982  1.2748  -0.0005  -0.0021  0
Si  17.7514  13.7087  1.3797  0.0006  0.0001  0.0021
Si  15.0344  16.3756  1.3426  0.0004  0.0001  0.0028
Si  6.7352  8.0589  1.3579  -0.0012  0.0008  0.0008
Si  8.1495  9.5106  2.5943  0.0003  0.0007  -0.0013
Si  10.8067  12.2122  2.9152  -0.0004  0.0002  -0.0005
Si  8.1434  4.0508  2.9163  0.0005  0.001  -0.0017
Si  10.8818  6.7635  2.6457  0.0002  -0.0006  0.0005
Si  13.6419  9.5535  2.861  0.0006  -0.0005  -0.0017
Si  16.3188  12.2374  2.5752  0.0003  0.0003  -0.0003
Si  13.5951  14.9573  2.6144  -0.0004  0.0016  -0.0018
Si  16.3136  6.7814  2.8467  0.0002  -0.0003  -0.0007
Si  9.5135  8.1476  3.9911  0.0004  -0.0003  -0.0007
Si  12.2445  10.8782  4.189  -0.0004  0.0007  0
Si  9.4783  2.6979  4.2376  0.0005  -0.0001  0.0011
Si  12.2523  5.4256  4.0242  0.0005  0.0003  -0.0006
Si  14.9771  8.1628  4.1705  0  -0.0002  0.0008
Si  6.7993  10.8811  3.9841  -0.0003  0.0008  0.0003
Si  14.9538  13.591  3.9845  0.0007  -0.0005  -0.0005
Si  17.6697  5.4444  4.2002  -0.0004  0.0005  0.0011
Si  10.8595  9.4554  5.4316  0.0002  0.0012  -0.0001
Si  13.6339  12.2776  5.4482  -0.0001  0.0009  0.0004
Si  10.8963  4.0988  5.4507  0.0001  0.0007  -0.0001
Si  13.5803  6.7752  5.4336  0.0002  -0.0003  -0.0003
Si  5.4911  9.5432  5.4291  -0.0001  0.0005  0
Si  8.1069  12.1851  5.4785  -0.0005  -0.0002  0.0004
Si  16.2616  4.0448  5.4432  -0.0001  -0.0004  -0.0002
Si  8.1877  6.8394  5.4512  0.0011  0.0008  0.0003
Si  9.5077  10.8196  6.7904  -0.0003  0.0002  -0.0004
Si  12.2342  13.6053  6.7978  0.0009  -0.0011  -0.0005
Si  9.5465  5.4764  6.8031  0.0002  0.0013  -0.0003
Si  12.2274  8.1142  6.797  -0.0006  0.0005  0.0002
Si  15.0027  10.8856  6.7795  0.0004  0.0001  -0.0006
Si  6.735  13.5656  6.8002  -0.0003  -0.0001  -0.0006
Si  14.93  5.4386  6.8078  -0.0006  -0.0006  -0.0008
Si  6.833  8.1936  6.8119  -0.0001  0.0011  -0.0001
Si  8.1672  9.5277  8.2105  -0.0001  0.0012  0.0006
Si  10.902  12.1617  8.122  0.0003  -0.0007  -0.0003
Si  8.1239  4.0931  8.0708  0.0001  -0.0005  0.0001
Si  10.8872  6.8122  8.2124  0.0005  -0.0004  -0.0007
Si  13.6243  9.4997  8.0867  0  0.0012  0
Si  16.3306  12.1921  8.2072  0.0005  -0.0008  0
Si  13.5354  14.9941  8.1515  -0.0003  0.0006  0.0005
Si  16.3207  6.8327  8.1362  -0.0002  -0.0009  -0.0003
Si  9.5738  8.2293  9.555  0.0018  0.0003  0.0011
Si  12.3142  10.8111  9.5013  -0.0007  0.0005  0.0004
Si  9.4534  13.539  9.3465  -0.0012  0.0006  0.0013
Si  12.2069  5.4388  9.5889  -0.0005  -0.0001  -0.0004
Si  14.9773  8.212  9.5058  0.0006  0.0007  0.0004
Si  6.844  10.8587  9.6254  -0.0007  0.0006  0.0012
Si  14.8803  13.5783  9.4031  -0.0016  -0.0013  -0.0007
Si  6.8251  5.4888  9.471  -0.0003  0.0003  0.0007
Si  10.9657  9.5348  10.9788  -0.0011  -0.0009  0.0011
Si  13.5857  12.2572  10.8559  0.0011  0.001  0.0023
Si  10.746  14.8211  10.7464  0.002  -0.0001  0.0013
Si  13.6401  6.8528  10.8705  -0.0007  0.0016  0.0018
Si  5.4047  9.5413  10.9737  -0.0034  -0.0005  0.0003
Si  8.2567  12.278  10.9344  0.0029  -0.0024  0.0008
Si  16.2757  14.9201  10.6492  0.0015  0.0001  0.0008
Si  8.2119  6.862  10.8457  -0.0006  0.0014  0.0027
Si  10.0593  11.3538  12.259  0.0008  0.0037  -0.0051
Si  11.3178  5.9625  13.1899  -0.0004  -0.0015  0.0044
Si  9.3525  5.2516  12.1133  -0.0006  -0.0008  0.0007
Si  12.1887  8.008  12.3613  0.0021  0.0026  -0.0056
Si  4.3506  11.2943  12.2675  0.0002  0.0006  -0.0055
Si  14.7541  8.2962  19.5511  -0.0018  0.0031  0.0032
Si  14.914  5.2917  12.0558  -0.0007  0.0023  0.0006
Si  6.7694  8.1015  12.2428  -0.0006  -0.003  -0.0047
Si  11.8674  13.2685  12.1154  -0.002  -0.0026  0.0011
Si  7.537  12.04  16.4739  -0.0014  0.0019  -0.0176
Si  6.6809  7.8008  -11.2342  -0.0033  -0.0072  0.0139
Si  10.9629  5.6605  15.4392  0.0111  -0.0047  -0.0101
Si  7.8133  5.7974  17.9766  0.0045  -0.0021  -0.0144
Si  6.5994  13.5182  12.071  -0.0024  -0.0022  -0.002
Si  5.7632  6.7259  18.0601  -0.0175  0.0001  -0.0142
Si  8.3831  9.8624  14.4319  0.0011  0.0021  -0.0226
Si  15.8796  12.3221  18.1509  -0.0021  0.0007  -0.0049
Si  14.6824  4.215  18.0684  0  -0.0016  -0.0127
Si  7.4609  4.4327  13.3964  0.0036  -0.0016  0.0047
Si  11.6698  13.3244  -9.9263  -0.0001  0.0023  0.0064
Si  9.6831  8.0094  16.6126  0.009  -0.0019  -0.016
Si  15.2643  7.1601  -6.7319  0.0018  0.0012  0.0035
Si  10.9417  9.7516  18.8307  0.0033  -0.003  -0.0054
Si  13.5518  10.2194  17.5368  0.0016  0.0012  -0.0121
Si  13.561  11.782  -11.9533  0.0014  0.0001  0.0096
Si  8.9009  11.7562  19.3189  0.005  -0.0018  -0.0081
Si  13.0583  15.1311  13.1921  0.0014  -0.0014  -0.0016
Si  14.7953  9.6541  22.2627  -0.0016  0.0012  0.0122
Si  13.1762  6.8992  -1.8673  -0.0012  -0.0019  -0.008
Si  15.8488  12.5934  22.676  -0.0017  0.0002  0.013
Si  8.8257  5.8328  -10.7812  -0.0073  -0.0052  0.0116
Si  5.4724  12.6915  -12.7829  0  -0.001  0.0102
Si  9.0872  5.1799  -7.8834  -0.0003  -0.0007  0.0069
Si  8.8299  6.6592  -1.7187  0.0021  0.0031  -0.0074
Si  8.2317  4.0322  15.5594  0.0014  -0.0001  -0.0179
Si  8.2108  4.6033  19.9694  0.0047  -0.0033  0.0026
Si  10.7126  13.4214  23.5329  0.0001  -0.0034  0.0162
Si  13.1693  5.6361  20.2162  -0.0012  -0.0012  -0.0003
Si  8.1275  8.0253  -4.0448  -0.0005  0.0035  -0.0026
Si  11.0295  7.4819  20.8052  0.0045  -0.0018  0.0031
Si  9.7328  7.672  -6.3607  0.0047  0.0017  0.0026
Si  12.5945  14.164  -4.314  -0.0014  -0.003  -0.005
Si  5.8332  6.1972  13.3378  -0.0044  0.0031  0.0019
Si  11.291  4.8129  -12.0447  -0.0054  0.0048  0.0204
Si  12.0154  8.8835  23.3389  -0.0002  0.0022  0.0117
Si  13.6045  4.7439  15.432  -0.0089  0.0076  -0.0146
Si  10.5381  13.6902  20.6712  0.0015  0.0051  0.0031
Si  9.314  10.6829  -3.7484  0  -0.0002  -0.0021
Si  11.7354  14.6209  -7.1599  -0.0011  -0.0027  0.0048
Si  8.7564  12.1135  -9.3313  -0.0035  -0.0006  0.0088
Si  13.5262  8.8352  -11.8865  0.0023  -0.0009  0.0089
Si  8.3652  6.8002  21.8424  0.0007  -0.0012  0.0096
Si  6.2096  8.2239  23.5933  -0.0018  0.0008  0.0137
Si  14.8465  5.5405  -4.0433  0.0015  0.0012  -0.0056
Si  13.9511  9.6046  14.4983  -0.0021  0.0022  -0.0209
Si  8.5916  10.4562  -6.6452  0.0011  0.0001  0.0032
Si  12.3931  6.63  -7.4673  0.0018  0.0025  0.0069
Si  7.0932  14.7557  -9.4606  -0.0019  0.0002  0.008
Si  4.7421  7.1062  15.1763  -0.0009  -0.0062  -0.0175
Si  12.9567  6.5795  -10.2927  -0.0027  -0.0008  0.0091
Si  6.0796  9.2509  -5.52  0.0008  0.0002  0.0006
Si  7.1841  10.658  -11.408  0.0016  0.0014  0.011
Si  15.8468  5.8062  -9.4001  0.0054  -0.0017  0.0102
Si  15.743  7.2988  -13.414  0.0006  -0.0042  0.0131
O  13.0529  12.4192  -1.2462  -0.0015  -0.0022  0.0091
O  9.7806  7.9833  -1.5923  -0.0011  0.0016  0.0008
O  16.2336  9.1172  -1.5313  -0.0011  -0.002  0.0099
O  6.4922  11.3688  -2.1149  0.0013  0.0012  0.0036
O  6.9838  13.9  -2.4979  0.0014  0.0015  0.0064
O  11.4131  14.5364  -3.2586  -0.001  0.0014  0.0076
O  10.6558  10.1274  -3.0309  0.0012  -0.0016  0.0055
O  9.5474  10.7617  13.7205  -0.0032  -0.0037  0.0123
O  14.2601  6.245  15.4164  -0.0003  -0.0024  0.0078
O  12.8074  8.9071  13.5936  0.0023  0.0025  0.0087
O  7.4137  4.7352  16.7703  -0.002  0.0095  0.0187
O  14.5292  10.8858  13.6915  -0.0026  -0.0043  0.0104
O  5.502  12.4111  12.6669  0.0022  -0.0002  0.0027
O  8.367  11.5976  17.7897  0.0004  -0.0014  0.0093
O  16.2654  7.8739  19.1456  0.0044  -0.0006  0.0023
O  14.0287  8.8164  18.1975  0.0015  -0.0004  0.0023
O  7.5736  13.2203  -9.4515  -0.0011  -0.0021  -0.0021
O  7.5169  10.8342  15.3949  -0.0036  0.0062  0.0076
O  9.5657  7.7617  -4.7487  -0.0011  -0.0002  -0.0005
O  11.63  7.7412  22.283  -0.0012  -0.0019  -0.0071
O  12.2463  13.8154  -8.4811  0.0001  -0.0017  -0.004
O  12.3456  9.0139  -12.9976  0.0003  0.0026  -0.0047
O  14.4634  14.7486  16.4934  0.0028  -0.0008  0.0124
O  14.8033  11.0399  -2.5413  -0.0002  -0.0001  -0.0017
O  7.6531  4.4855  -8.0672  0.0028  0.0018  -0.0026
O  15.2858  13.733  18.6552  0  0.0013  0.0016
O  7.5487  5.6388  21.0637  -0.0002  0.0021  -0.0026
O  16.0398  6.3457  -7.8899  -0.0005  -0.001  -0.0052
O  8.2786  13.3114  15.8061  -0.0009  -0.0034  0.0079
O  12.2669  5.56  -1.6729  0.0011  0.0011  0.0018
O  12.1668  4.8653  16.1637  -0.0009  0.0087  0.0003
O  7.7615  6.9763  -2.901  0.0007  -0.0013  0.0053
O  7.4855  9.1779  13.2798  0.0058  0.0063  0.0125
O  15.499  11.0271  22.6853  0.0006  0.0004  -0.0032
O  11.2861  7.4823  -6.6848  -0.0024  -0.0058  0.0011
O  14.318  5.8207  -9.88  -0.0041  0.0026  -0.0061
O  8.7632  11.5045  -7.8404  0.0007  -0.0012  -0.0022
O  15.1879  8.5883  14.6809  0.0025  0  0.0067
O  12.42  5.8983  -11.656  -0.0067  -0.0069  -0.0011
O  14.0369  6.9926  20.1669  -0.0002  0.0008  0.0007
O  11.5563  8.6193  19.7922  -0.002  0.0036  -0.0045
O  9.6681  4.185  20.5943  0.0004  -0.0025  0
O  12.1741  10.6612  18.2855  -0.0033  -0.0006  0.0034
O  7.0103  10.3537  -6.2622  -0.0002  -0.0009  0.001
O  10.9247  7.1131  16.1419  -0.0122  0.0055  0.0055
O  8.9194  6.3702  -6.8317  -0.0017  -0.0084  -0.0015
O  12.2849  8.1762  -2.3491  0.0025  0.0001  0.0037
O  13.3714  12.8432  -3.8034  0.0011  -0.0012  0.0038
O  9.3351  6.1065  22.9284  -0.0026  0.0041  -0.0053
O  8.9588  8.6375  15.3161  -0.0007  -0.0047  0.0149
O  15.3263  6.2759  -5.3872  -0.0008  -0.0002  0.0026
O  9.5146  5.7951  -9.3202  0.0036  -0.0032  -0.0138
O  5.9336  14.2142  -13.0768  -0.0001  0.0001  -0.006
O  7.2438  14.1741  19.8153  0.0007  -0.0024  0.0005
O  9.7037  5.4073  -2.2768  -0.0005  -0.003  0.0008
O  11.9867  6.4668  -9.0172  -0.0021  0.0026  -0.0089
O  5.4837  9.8471  -4.1456  0.0004  0.0001  0.0053
O  6.2178  11.9625  -11.5345  -0.0015  -0.0025  -0.006
O  16.1099  4.819  -3.3231  0.0013  -0.0026  0.0071
O  12.157  13.785  20.724  -0.0009  -0.0014  -0.0021
O  14.5322  13.3714  22.1132  -0.0025  0.0018  -0.003
O  13.0124  8.1846  -10.5153  -0.0002  0.0003  -0.0052
O  6.9879  7.9542  -5.1706  0.0006  -0.0012  0.0007
O  11.9727  13.8193  -5.7739  0.0009  0.003  0.0014
O  5.5417  7.3288  16.5602  0.0084  -0.0022  0.0214
O  11.3775  14.546  -10.9239  0.0074  0.0066  -0.0162
O  13.3863  4.6883  18.9182  -0.0008  0.0024  0.0054
O  11.6107  6.0748  20.2709  0.0001  0  -0.0018
O  12.2242  14.0122  23.2975  0.0007  -0.0009  -0.0064
O  7.3431  7.8844  22.4714  0.0023  -0.0018  -0.0071
O  9.7075  14.5777  24.0611  -0.0011  -0.0035  -0.0078
O  15.2423  13.5987  -2.0484  0.0015  0.002  0.003
O  9.8613  5.5479  -11.9685  0.013  -0.0101  -0.0108
O  10.2225  9.2018  17.5097  -0.0001  0.002  0.0052
O  16.2564  13.1026  24.1529  -0.0001  0.0008  -0.0073
O  8.1993  7.2964  -11.0433  -0.0006  0.0008  -0.0031
O  12.6235  11.59  -13.2666  -0.0018  -0.0018  -0.0068
O  9.4576  10.9174  -5.3444  -0.0002  -0.0003  0.0051
O  15.636  8.4231  22.9248  0.0002  0.0007  -0.0029
O  14.261  6.6603  -3.0394  -0.001  0.0013  0.0059
O  10.2433  12.6292  -9.6543  0.0043  -0.0014  -0.0015
O  8.4239  10.9991  -10.4462  -0.0029  -0.0019  -0.0066
O  5.8433  11.8227  19.4366  0.0051  -0.0025  0.0031
O  13.7635  7.4154  -7.2491  -0.0004  -0.0017  -0.0019
O  15.831  8.6612  -6.498  0.0005  -0.0011  -0.0016
O  14.6795  11.3335  17.783  0  0.0002  0.0031
O  13.5565  4.8509  21.5936  0.0001  0.0012  -0.0014
O  15.6913  5.4389  18.2555  0.0072  0.0078  0.0042
O  5.5178  4.2676  -9.5061  0  -0.0004  -0.0016
O  6.3206  12.7818  21.7995  0.0015  0.0005  -0.0016
O  6.2947  7.7118  -12.8043  -0.0015  -0.0008  -0.006
O  12.55  5.1189  -6.927  0.0021  -0.002  0.0003
O  14.6126  7.7491  -12.3663  0.002  0.0003  -0.0066
O  10.6959  9.8147  23.5837  0.001  -0.0021  -0.0051
O  13.3404  10.0351  15.9368  -0.001  0.0012  0.0144
O  5.7613  6.8216  -10.3592  0.0037  0.0043  -0.011
O  13.679  4.4787  -4.3808  -0.0007  0.0018  0.0049
O  9.407  7.5028  20.8116  0.0008  0.0015  -0.0034
O  14.7925  9.4679  20.6581  -0.0004  -0.0005  -0.0026
O  13.2661  9.7284  22.772  0.0039  0.0009  -0.0043
O  10.166  4.0881  -7.3769  0.0035  0.0021  -0.0014
O  12.7415  12.3626  -10.6815  0.0004  -0.0021  -0.0041
O  10.1461  12.9394  22.0777  -0.0011  -0.0009  -0.0083
O  8.8294  12.0753  -3.0942  -0.0016  0.001  0.0053
O  6.4783  9.3412  -10.7782  0.0013  -0.0009  -0.0055
O  9.7029  4.6856  15.7019  -0.0011  0.0014  0.0096
O  8.1739  9.5481  -3.4757  0.0014  -0.001  -0.0017
O  10.0628  12.9029  19.3541  -0.0012  0.0024  0.0016
O  9.1512  8.9971  -7.0845  0.0029  -0.0006  -0.0024
O  8.7678  7.0149  17.4796  -0.0059  -0.003  0.0089
O  7.7369  4.6289  -10.7537  0.001  -0.0022  -0.0089
O  6.0164  12.4265  16.8871  -0.0002  -0.0003  0.0044
O  14.1498  10.304  -11.5926  -0.0029  -0.0022  -0.004
O  7.6744  10.287  -12.9089  0.0001  -0.0005  -0.0073
O  9.7686  10.4442  19.7061  -0.0037  0.0009  0.0014
O  14.7826  12.7346  -12.4097  0.003  0.0007  -0.0028

Results
free energy: -158271.493 eV
free energy less fixed offsets of O -570.45, Si -639.56 eV per atom: -2.653 eV

The program warned: the cutoff lies below the one the program advises for these potential files; the forces do not sum to zero within the program's tolerance; empty levels may hold ghost states of the PAW files; the exchange-correlation potential is rough where the density is thin.
